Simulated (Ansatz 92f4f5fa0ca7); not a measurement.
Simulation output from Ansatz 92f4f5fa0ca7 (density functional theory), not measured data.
Periodic cell of 223 atoms, Si132O90P1, from a study of silicon, its oxide and their interface. The atomic structure is a simulated model.
Doubt: the cutoff is far below the 930 eV that the study's wrapper takes by default for these files, so forces and energies are approximate.
This geometry differs little from another in the collection (a relaxation step or a small displacement).

Settings: functional PBE; potential files Ansatz PAW; basis plane waves; wave-function cutoff 580 eV; density cutoff ratio 5; exchange-correlation grid ratio 1; k mesh 1 x 1 x 1, Gamma-centred; self-consistency stop 5e-08 eV per atom in the density residual; occupations fixed; spin none; net charge +1 e, with a uniform compensating background and no finite-size correction.

Cell vectors (angstrom)
a, 10.938, 0, 0
b, 0, 10.938, 0
c, 0, 0, 32.1988

Atoms: element, x, y, z (angstrom)
Si, 10.5892, 0.2375, 24.8511
Si, 5.7258, 10.6692, 24.7305
Si, 2.4673, 2.9125, 24.6232
Si, 8.3956, 2.4598, 24.8188
Si, 0.2741, 5.1915, 24.7472
Si, 5.1444, 5.7226, 24.6778
Si, 2.9363, 8.0129, 24.5837
Si, 7.9664, 8.4444, 24.7208
Si, 1.3191, 1.3948, 26.0328
Si, 6.8377, 1.2932, 26.1111
Si, 4.0284, 4.1002, 25.9756
Si, 9.6064, 4.0519, 26.0956
Si, 1.4062, 6.832, 25.9895
Si, 6.7664, 6.859, 26.0306
Si, 4.1037, 9.5252, 25.9987
Si, 9.4651, 9.585, 26.1361
Si, 2.7235, -0.0052, 27.3383
Si, 8.1571, -0.021, 27.5595
Si, 0.008, 2.7165, 27.5184
Si, 5.4444, 2.7487, 27.3402
Si, 2.7261, 5.4664, 27.426
P, 8.1837, 5.4692, 27.3276
Si, -0.0165, 8.1783, 27.3482
Si, 5.4384, 8.1972, 27.4764
Si, 4.0832, 1.3701, 28.7465
Si, 9.5769, 1.3421, 28.8471
Si, 1.3756, 4.1057, 28.8153
Si, 6.8302, 4.1057, 28.7434
Si, 4.0866, 6.8164, 28.807
Si, 9.5492, 6.8213, 28.7501
Si, 1.3585, 9.5618, 28.7395
Si, 6.7856, 9.5543, 28.8615
Si, 0.0215, -0.0313, 30.1701
Si, 5.422, 0.0172, 30.1687
Si, 2.7409, 2.7233, 30.1587
Si, 8.2088, 2.7508, 30.1442
Si, -0.0272, 5.451, 30.1436
Si, 5.4844, 5.4732, 30.1552
Si, 2.7159, 8.2109, 30.1332
Si, 8.1845, 8.1715, 30.1661
Si, 1.38, 1.3509, 31.5376
Si, 6.8167, 1.387, 31.4992
Si, 4.1216, 4.0807, 31.5182
Si, 9.5608, 4.1007, 31.537
Si, 1.3419, 6.8528, 31.4849
Si, 6.8454, 6.8131, 31.5587
Si, 4.0711, 9.5717, 31.5289
Si, 9.5841, 9.541, 31.5217
Si, 2.7368, -0.0068, 0.7273
Si, 8.1965, 0.0064, 0.6503
Si, -0.0005, 2.7256, 0.6969
Si, 5.4835, 2.7302, 0.7074
Si, 2.7317, 5.4899, 0.6398
Si, 8.2147, 5.4504, 0.7326
Si, 0.0091, 8.1845, 0.7014
Si, 5.4615, 8.2116, 0.6939
Si, 4.1308, 1.3601, 2.0761
Si, 9.5595, 1.3443, 2.0501
Si, 1.3806, 4.1308, 2.0207
Si, 6.8484, 4.0765, 2.0905
Si, 4.0948, 6.8307, 2.0497
Si, 9.5883, 6.8317, 2.0776
Si, 1.3777, 9.5406, 2.0736
Si, 6.8296, 9.6035, 2.0436
Si, -0.0117, -0.0341, 3.3977
Si, 5.4936, 0.0089, 3.4813
Si, 2.7711, 2.7858, 3.3697
Si, 8.1968, 2.6868, 3.4613
Si, 0.0317, 5.47, 3.4421
Si, 5.4721, 5.4675, 3.4136
Si, 2.7663, 8.2016, 3.4579
Si, 8.2039, 8.2309, 3.3841
Si, 1.3874, 1.3927, 4.6253
Si, 6.8472, 1.345, 4.9233
Si, 4.1527, 4.0865, 4.8089
Si, 9.5829, 4.0754, 4.7685
Si, 1.4169, 6.8276, 4.832
Si, 6.8187, 6.8921, 4.7295
Si, 4.1352, 9.5758, 4.8567
Si, 9.5516, 9.5515, 4.7956
Si, 2.7454, 0.1188, 6.0543
Si, 8.2062, -0.0636, 6.2771
Si, 0.0293, 2.6646, 6.0477
Si, 5.4742, 2.7251, 6.2962
Si, 2.816, 5.4752, 6.1916
Si, 8.1755, 5.4797, 6.0335
Si, 0.0113, 8.186, 6.1566
Si, 5.5267, 8.2222, 6.239
Si, 3.8355, 1.5713, 7.6145
Si, 9.8417, 1.1362, 7.467
Si, 1.6249, 3.796, 7.3203
Si, 6.6575, 4.4152, 7.4844
Si, 4.4089, 6.6314, 7.56
Si, 9.3659, 6.9465, 7.4111
Si, 1.1462, 9.9188, 7.2953
Si, 7.1545, 9.2296, 7.6841
O, 8.3078, 8.0877, 7.9015
O, 2.7189, 2.7383, 7.9562
O, 9.516, 1.3696, 24.2683
O, 4.0605, 6.8625, 24.1373
O, 0.0317, 0.0186, 7.961
O, 5.5333, 5.5084, 8.0309
O, 6.8446, 9.5521, 24.2079
O, 1.3524, 4.0671, 24.1724
O, 3.8658, 7.3784, 8.943
O, 0.7955, 4.3735, 8.5966
O, 9.8103, 6.1786, 8.8024
O, 2.1363, 9.3773, 8.4793
O, 7.5228, 3.9251, 8.7939
O, 4.2694, 0.9192, 9.0691
O, 6.7301, 9.5591, 9.2282
O, 9.2129, 1.8523, 8.8045
O, 7.704, 3.1736, 23.5275
O, 10.4649, 5.839, 23.4532
O, 5.0783, 0.4317, 23.4052
O, 5.8679, 5.1015, 23.3502
O, 3.0939, 2.2042, 23.2702
O, 2.3011, 8.7249, 23.2262
O, 8.6118, 7.751, 23.3846
O, 0.2379, 10.3384, 23.5919
Si, 4.3823, 1.5656, 22.4564
Si, 3.4888, 7.9308, 14.0261
Si, 7.1163, 0.9571, 14.6615
Si, 0.946, 9.3602, 22.5111
Si, 1.1822, 4.3109, 11.8823
Si, 6.2657, 8.9642, 15.312
Si, 0.6768, 1.3708, 12.2919
Si, 8.629, 4.9478, 20.491
Si, 0.3265, 5.7167, 9.3633
Si, 5.1022, 3.1238, 17.9362
Si, 0.8864, 3.7456, 16.7386
Si, 10.405, 2.8468, 19.2169
Si, 5.2817, 1.1845, 10.3537
Si, 0.8832, 0.1782, 19.8345
Si, 6.6452, 9.461, 10.8735
Si, 9.3372, 9.6749, 18.3178
Si, 9.3906, 9.2474, 12.5692
Si, 6.5701, 3.8496, 22.5695
Si, 2.4421, 8.0666, 9.3788
Si, 10.5895, 7.3676, 17.0713
Si, 2.5097, 6.2919, 16.5716
Si, 10.1753, 4.4932, 14.1868
Si, 6.1395, 9.1825, 18.507
Si, 7.9698, 2.5708, 9.5842
Si, 8.8793, 2.1453, 12.4537
Si, 5.3352, 6.2446, 18.0597
Si, 3.9254, 0.5549, 19.4538
Si, 4.278, 3.8417, 12.0495
Si, 5.5418, 6.6017, 12.1366
Si, 8.012, 2.5026, 17.2122
Si, 4.3587, 2.4797, 14.9631
Si, 1.5387, 1.213, 15.2525
Si, 1.568, 9.4174, 12.0425
Si, 8.0499, 6.8527, 13.8636
Si, 10.381, 9.8376, 15.4828
Si, 9.8017, 7.0109, 22.535
Si, 8.1056, 5.4854, 17.3952
O, 6.0451, 7.9621, 11.2895
O, 6.0183, 9.2076, 16.8916
O, 7.6772, 1.365, 13.1911
O, 0.8945, 1.7496, 13.8615
O, 9.4246, 6.2582, 16.8753
O, 6.7581, 6.2041, 13.1355
O, 5.1315, 4.6599, 18.6069
O, 9.2297, 2.1587, 18.2698
O, 2.3674, 0.0937, 19.0788
O, 9.4105, 10.2333, 16.7622
O, 2.7895, 4.4366, 11.71
O, 5.066, 10.3218, 19.1024
O, 9.4244, 3.2421, 13.4944
O, 0.4581, 1.7657, 19.9543
O, 3.1525, 1.3624, 15.0597
O, 8.1632, 5.3772, 19.0132
O, 3.8912, 6.599, 17.3852
O, 4.5744, 3.2819, 16.3837
O, 9.0621, 5.6691, 14.31
O, 5.4472, 2.7588, 22.153
O, 10.6726, 4.1495, 15.6834
O, 0.3444, 3.869, 18.2768
O, 10.425, 10.5125, 19.2162
O, 9.642, 10.028, 14.0252
O, 10.9114, 8.1162, 22.1069
O, 1.1905, 2.1611, 16.5264
O, 9.7357, 3.7498, 20.412
O, 8.1322, 4.0312, 16.6751
O, -0.0424, 9.1044, 11.9036
O, 6.5854, 2.417, 18.0049
O, 5.5832, 10.7204, 11.1962
O, 7.7492, 9.5908, 18.8403
O, 10.0275, 1.0268, 12.0572
O, 1.3151, 6.957, 9.0463
O, 0.6231, 4.7684, 13.3488
O, 5.7057, 7.6223, 18.9761
O, 5.2379, 5.0857, 11.5158
O, 2.7111, 6.9874, 15.1116
O, 0.9087, 2.7488, 11.4615
O, 0.8604, 10.6858, 15.5439
O, 2.3983, 8.5888, 10.9057
O, 4.696, 2.4322, 11.268
O, 4.254, 3.5106, 13.677
O, 2.2028, 4.6822, 16.479
O, 10.7032, 8.2504, 15.6938
O, 6.9279, 10.29, 14.6623
O, 2.3432, 8.9561, 13.4196
O, 8.0329, 1.5197, 15.9045
O, 4.125, 6.9954, 12.8508
O, 4.1781, 2.0111, 18.7241
O, 7.2946, 4.4161, 21.2537
O, 8.4073, 2.9293, 11.1042
O, 1.1772, 6.8608, 17.3539
O, 5.6525, 1.5745, 14.7584
O, 8.1296, 9.7606, 11.5874
O, 9.2036, 6.2847, 21.2266
O, 8.9562, 7.7172, 12.8503
O, 1.6516, 0.1228, 11.8735
O, 6.6401, 6.1476, 17.0556
O, 7.3977, 7.802, 15.0379
O, 1.2101, 10.2965, 21.2226
O, 10.0328, 8.1986, 18.3533
O, 3.9516, 0.8486, 21.0763
O, 0.3454, 5.3427, 10.9282
O, 6.6934, 1.5768, 9.6314
O, 4.7775, 8.705, 14.6775

Results
free energy: -135860.993 eV
free energy less fixed offsets of O -568.88, P -755.39, Si -635.61 eV per atom: -5.883 eV

Forces (eV/angstrom), in the order of the atoms: element, x, y, z
Si, -0.0553, 0.0254, 0.0154
Si, 0.0428, -0.0357, 0.0418
Si, -0.0415, 0.0634, 0.0429
Si, 0.0184, -0.0232, 0.0244
Si, 0.0011, -0.0103, 0.029
Si, 0.0143, 0.0483, 0.0449
Si, 0.0498, -0.0374, 0.0584
Si, -0.0579, 0.0086, 0.0292
Si, -0.0018, 0.0005, -0.0264
Si, -0.0067, 0.0101, 0.0237
Si, 0.0184, -0.0185, 0.0293
Si, -0.0063, 0.0125, -0.0419
Si, -0.0198, 0.0066, 0.0247
Si, -0.0141, -0.0192, -0.0448
Si, 0.0078, -0.0087, -0.0374
Si, 0.0294, 0.0067, 0.0323
Si, 0.0034, -0.0007, 0.0557
Si, 0.003, 0.0042, -0.0868
Si, -0.0164, 0.0028, -0.083
Si, -0.0063, 0.0134, 0.0285
Si, -0.0036, -0.0071, -0.0487
P, 0.0037, 0.0037, 0.2095
Si, 0.0053, -0.001, 0.026
Si, 0.0262, 0.0051, -0.0709
Si, 0.0021, 0.0134, -0.052
Si, 0.0027, -0.0052, 0.0835
Si, 0.0148, 0.0345, 0.0641
Si, 0.0222, 0.0126, -0.1105
Si, -0.008, -0.0137, 0.0535
Si, -0.0127, -0.0378, -0.0991
Si, -0.0075, -0.0137, -0.0569
Si, -0.0381, -0.0152, 0.0897
Si, -0.0012, 0.0179, -0.0139
Si, 0.0093, -0.0273, -0.0205
Si, -0.0085, -0.0128, -0.0122
Si, 0.0067, 0.0117, -0.0085
Si, -0.009, -0.0124, -0.0114
Si, 0.0064, 0.0123, -0.0083
Si, 0.0103, 0.0074, -0.0075
Si, -0.0145, 0.0029, -0.0187
Si, -0.0162, 0.0174, 0.006
Si, 0.0072, 0.0087, -0.0123
Si, 0.0086, 0.0117, -0.0097
Si, 0.0135, -0.0111, -0.0061
Si, -0.0052, -0.0095, -0.011
Si, -0.0159, 0.0094, -0.0029
Si, 0.0137, -0.0135, 0.001
Si, -0.0076, -0.0087, -0.008
Si, 0.0054, -0.0001, -0.0111
Si, -0.006, -0.0095, -0.0016
Si, 0.0025, -0.0005, -0.0036
Si, -0.0019, -0.0019, 0.001
Si, -0.0021, 0.004, 0.0011
Si, 0.0011, -0.0038, -0.0111
Si, 0.0027, 0.0015, 0.0018
Si, 0.0009, 0.0036, 0.0023
Si, -0.0145, 0.0027, 0.0102
Si, 0.0009, 0.0183, -0.0069
Si, 0.0085, -0.0145, 0.0125
Si, 0.0003, 0.0221, -0.0039
Si, 0.0017, -0.0015, -0.0073
Si, -0.0113, -0.0048, 0.0064
Si, -0.0186, 0.0104, 0.0009
Si, 0.011, -0.0147, 0.0059
Si, -0.036, -0.0528, -0.0478
Si, 0.0245, 0.0008, 0.0331
Si, 0.0338, 0.0688, -0.0688
Si, -0.016, -0.0431, 0.0291
Si, 0.0247, 0.0034, 0.0143
Si, -0.011, -0.0064, -0.0232
Si, 0.0257, 0.0011, 0.0352
Si, -0.0087, 0.0236, -0.0441
Si, 0.0037, 0.0019, 0.0744
Si, 0.0027, 0.009, -0.0335
Si, -0.0132, -0.021, 0.047
Si, 0.0035, 0.0125, -0.0213
Si, -0.0145, -0.0107, -0.0084
Si, 0.0113, -0.0033, 0.029
Si, -0.0059, -0.0155, -0.0496
Si, 0.0109, -0.0001, 0.0534
Si, -0.0225, -0.0006, 0.0468
Si, 0.0142, -0.0102, 0.028
Si, 0.0082, -0.0064, 0.0313
Si, -0.0044, 0.023, 0.0342
Si, 0.0078, -0.0113, 0.0172
Si, -0.0179, 0.0144, 0.0367
Si, -0.0038, 0.0201, 0.0215
Si, 0.0029, -0.0103, 0.0464
Si, 0.0022, 0.0332, -0.1202
Si, 0.0019, -0.0411, -0.0775
Si, 0.0456, 0.0062, -0.0608
Si, -0.025, -0.0153, -0.0916
Si, 0.0105, -0.0356, -0.0879
Si, -0.0071, 0.0309, -0.0826
Si, -0.0153, -0.018, -0.0715
Si, 0.032, -0.0043, -0.156
O, -0.0107, -0.0043, 0.0192
O, -0.0263, 0.0039, 0.0093
O, 0.0686, 0.039, 0.0641
O, 0.0309, 0.0537, 0.0252
O, 0.0035, 0.0158, 0.0068
O, -0.0035, 0.0163, 0.0093
O, -0.0642, -0.031, 0.0355
O, -0.0366, -0.0668, 0.0412
O, -0.0395, 0.037, 0.0399
O, -0.0218, 0.0251, 0.0295
O, 0.0367, -0.035, 0.0376
O, 0.0257, -0.0319, 0.0393
O, 0.0394, -0.0405, 0.0501
O, 0.0337, -0.0211, 0.0866
O, -0.0193, 0.0042, 0.1185
O, -0.039, 0.0379, 0.0436
O, -0.0279, 0.0197, -0.028
O, -0.0119, 0.0288, -0.0206
O, -0.0335, 0.0366, -0.0493
O, 0.0207, -0.0412, -0.0234
O, 0.0414, -0.0384, -0.047
O, -0.0523, 0.0397, -0.0502
O, 0.0442, -0.0283, -0.0327
O, 0.0245, -0.0323, -0.0431
Si, 0.0143, 0.0139, 0.043
Si, -0.0005, -0.0009, -0.0071
Si, 0.0045, 0.0049, -0.0119
Si, 0.0014, -0.0279, 0.0378
Si, -0.0071, 0.0079, 0.0177
Si, -0.0095, -0.0013, -0.0097
Si, 0.0044, -0.0001, 0.0247
Si, -0.0041, 0.0064, -0.0141
Si, -0.0239, 0.0019, -0.0084
Si, -0.0047, -0.0055, -0.0447
Si, -0.0051, 0.0016, -0.023
Si, 0.0008, 0.0012, -0.0311
Si, -0.0121, -0.0103, -0.0137
Si, 0.0165, -0.01, -0.0327
Si, -0.0097, 0.0184, -0.0258
Si, 0.0033, 0.0107, -0.0382
Si, -0.0067, 0.0025, 0.0148
Si, -0.0058, 0.0002, 0.0327
Si, 0.0171, 0.0053, -0.0179
Si, 0.0051, -0.0017, -0.0355
Si, 0.005, 0.0023, -0.0351
Si, 0.0037, -0.0072, -0.0082
Si, -0.0071, 0.0078, -0.0496
Si, 0.0079, 0.0226, -0.0219
Si, -0.0089, 0.0097, 0.002
Si, 0.0015, 0.0007, -0.0493
Si, -0.0097, 0.0016, -0.0229
Si, 0.0064, -0.0079, 0.0215
Si, 0.0021, 0.0045, 0.0305
Si, 0.0022, -0.0022, -0.0329
Si, 0.0032, 0.0081, -0.0216
Si, -0.0019, 0.0016, -0.018
Si, 0.0161, -0.008, 0.0131
Si, -0.0041, -0.0001, -0.0039
Si, 0.0002, 0.0025, -0.0219
Si, 0.0032, 0.0016, 0.034
Si, 0.0013, -0.0029, -0.0271
O, -0.0046, -0.0221, -0.0071
O, 0.0002, 0.0005, 0.0134
O, -0.0058, -0.0054, 0.0035
O, 0.005, -0.0017, 0.0083
O, 0.0026, 0.0019, 0.0175
O, 0.01, 0.0015, -0.0063
O, 0.0007, 0.0042, 0.0272
O, -0.0112, -0.0021, 0.018
O, 0.0008, -0.0005, 0.0172
O, 0.0005, -0.0015, 0.0137
O, -0.0011, -0.0019, -0.0201
O, 0.0077, -0.0084, 0.0223
O, 0.0039, 0.0082, -0.0023
O, -0.0046, 0.002, 0.0256
O, -0.0007, -0.0005, 0.0062
O, -0.0068, 0.0058, -0.0035
O, -0.0018, -0.0008, 0.0222
O, 0.0006, 0.0011, 0.0132
O, -0.001, 0.0018, 0.0007
O, -0.0106, -0.0111, 0.0078
O, 0.0016, 0.0022, 0.0129
O, 0.0063, 0.0049, 0.0131
O, -0.012, -0.006, 0.0175
O, 0.002, 0.003, 0.0074
O, 0.0076, 0.013, 0.0116
O, 0.0007, 0.0011, 0.0123
O, 0.0061, -0.0094, 0.0164
O, -0.0021, 0.0005, 0.0103
O, -0.0094, 0.002, -0.0177
O, 0.0025, 0.0022, 0.0227
O, -0.0005, -0.0097, -0.005
O, 0.0038, -0.0014, 0.0273
O, 0.0042, -0.0019, -0.0175
O, -0.0004, -0.0027, -0.0144
O, -0.0063, 0.0019, 0.0013
O, -0.0008, -0.0047, 0.033
O, 0.0016, 0.006, -0.021
O, -0.0016, -0.0024, 0.013
O, -0.0014, -0.0059, -0.0173
O, 0, 0.0007, 0.0093
O, -0.0121, 0.0171, 0.0217
O, -0.0099, 0.0274, -0.0005
O, -0.0005, -0.009, 0.01
O, 0.0005, -0.0012, 0.0131
O, -0.001, -0.0005, 0.0087
O, -0.0001, -0.0029, 0.0009
O, 0.0046, -0.0025, -0.0003
O, 0.0001, 0.0016, 0.0138
O, -0.0061, 0.0065, -0.0067
O, 0.0067, 0.0099, 0.0176
O, 0.0264, 0.0138, -0.0221
O, 0.0156, -0.0042, 0.0247
O, -0.0031, 0.0013, 0.0221
O, -0.0003, -0.0021, 0.0053
O, 0.0252, -0.005, -0.0008
O, -0.0171, -0.0239, -0.0179
O, -0.0005, -0.0046, -0.0086
O, -0.0063, 0.0056, -0.018
O, 0.0021, -0.002, 0.0148
O, -0.0002, 0.0025, 0.0071
O, 0.0043, 0.0389, -0.0239
O, -0.0002, -0.0034, 0.0201
O, -0.016, -0.0262, -0.0298
O, 0.0097, -0.019, 0.0196
O, -0.0089, -0.0056, -0.0119
O, 0.0061, 0.0013, 0.0041

The program warned: the cutoff lies below the one the program advises for these potential files; the exchange-correlation potential is rough where the density is thin.
